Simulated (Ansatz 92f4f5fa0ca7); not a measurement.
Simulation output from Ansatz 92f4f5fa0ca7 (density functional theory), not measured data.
Periodic cell of 212 atoms, Si132O80, from a study of silicon, its oxide and their interface. The atomic structure is a simulated model.
Doubt: the cutoff is low for norm-conserving oxygen, so forces and energies are approximate.
Doubt: the program's own warning below bears on the result.

Settings
functional: HSE06
potential files: SPMS norm-conserving
basis: plane waves
wave-function cutoff: 800 eV
density cutoff ratio: 4
exchange-correlation grid ratio: 1
k mesh: 1 x 1 x 1, Gamma-centred
occupations: fixed
spin: none
net charge: 0

Cell vectors (angstrom)
a  10.938  0  0
b  0  10.938  0
c  0  0  31.1475

Atoms: element, x, y, z (angstrom)
Si  -0.5031  0.3024  23.7758
Si  6.1335  -0.4366  23.5664
Si  2.2345  3.2486  23.8507
Si  8.7979  2.1634  23.886
Si  0.424  4.8603  23.9769
Si  5.0799  6.0003  23.6199
Si  3.3045  7.7237  23.7426
Si  7.8943  8.7473  23.7483
Si  1.3632  1.3101  24.8987
Si  6.9022  1.3023  24.9856
Si  4.1393  4.1747  24.9014
Si  9.5898  3.978  25.1608
Si  1.4384  6.7961  24.9466
Si  6.8666  6.9022  24.894
Si  4.2691  9.567  24.8582
Si  9.5316  9.6161  25.1892
Si  2.7941  -0.0409  26.256
Si  8.1722  0.0242  26.4861
Si  0.0722  2.6364  26.4345
Si  5.4807  2.734  26.2783
Si  2.7655  5.4531  26.3816
Si  8.1842  5.4803  26.3231
Si  0.0424  8.1663  26.338
Si  5.5148  8.2047  26.3606
Si  4.1018  1.3673  27.7292
Si  9.5708  1.3673  27.7292
Si  1.3673  4.1018  27.7292
Si  6.8362  4.1018  27.7292
Si  4.1018  6.8362  27.7292
Si  9.5708  6.8362  27.7292
Si  1.3673  9.5708  27.7292
Si  6.8362  9.5708  27.7292
Si  0  0  29.0965
Si  5.469  0  29.0965
Si  2.7345  2.7345  29.0965
Si  8.2035  2.7345  29.0965
Si  0  5.469  29.0965
Si  5.469  5.469  29.0965
Si  2.7345  8.2035  29.0965
Si  8.2035  8.2035  29.0965
Si  1.3673  1.3673  30.4637
Si  6.8362  1.3673  30.4637
Si  4.1018  4.1018  30.4637
Si  9.5708  4.1018  30.4637
Si  1.3673  6.8362  30.4637
Si  6.8362  6.8362  30.4637
Si  4.1018  9.5708  30.4637
Si  9.5708  9.5708  30.4637
Si  2.7345  0  0.6835
Si  8.2035  0  0.6835
Si  0  2.7345  0.6835
Si  5.469  2.7345  0.6835
Si  2.7345  5.469  0.6835
Si  8.2035  5.469  0.6835
Si  0  8.2035  0.6835
Si  5.469  8.2035  0.6835
Si  4.1018  1.3673  2.0507
Si  9.5708  1.3673  2.0507
Si  1.3673  4.1018  2.0507
Si  6.8362  4.1018  2.0507
Si  4.1018  6.8362  2.0507
Si  9.5708  6.8362  2.0507
Si  1.3673  9.5708  2.0507
Si  6.8362  9.5708  2.0507
Si  0  0  3.418
Si  5.469  0  3.418
Si  2.7345  2.7345  3.418
Si  8.2035  2.7345  3.418
Si  0  5.469  3.418
Si  5.469  5.469  3.418
Si  2.7345  8.2035  3.418
Si  8.2035  8.2035  3.418
Si  1.38  1.3536  4.7398
Si  6.8042  1.4166  4.8585
Si  4.072  4.1253  4.75
Si  9.5723  4.1286  4.8637
Si  1.3543  6.816  4.8328
Si  6.8276  6.846  4.7391
Si  4.057  9.5908  4.838
Si  9.4707  9.6577  4.6911
Si  2.6888  0.0424  6.2332
Si  8.1324  -0.0153  6.2115
Si  0.0584  2.6947  6.1459
Si  5.4624  2.8825  6.2023
Si  2.6602  5.3315  6.2213
Si  8.1974  5.5857  6.2207
Si  -0.0851  8.3163  5.9851
Si  5.3953  8.1271  6.1182
Si  3.7623  1.7972  7.4185
Si  10.0028  0.9409  7.3216
Si  1.8439  3.4387  7.5463
Si  6.3346  4.7917  7.4315
Si  4.4373  6.3314  7.3598
Si  9.0301  7.5662  7.2776
Si  0.7257  10.0956  7.2913
Si  7.1246  9.0738  7.3731
O  0.6874  9.506  8.8638
O  1.2525  3.6127  9.0887
O  9.7179  1.4138  8.9017
O  6.5989  9.1945  8.952
O  4.515  1.1799  8.778
O  3.8304  6.6016  8.8884
O  6.7392  4.8479  9.0757
O  9.5162  7.6773  8.8815
O  2.2614  3.2266  22.1534
O  5.9879  11.0715  21.9887
O  8.4116  2.6919  22.3709
O  0.0013  4.6718  22.3405
O  8.6946  8.4772  22.2955
O  2.855  8.1904  22.2008
O  5.6229  5.71  22.0621
O  10.5654  10.4468  22.2903
Si  1.3269  4.3637  21.4051
Si  1.4603  3.7049  15.6684
Si  8.7373  0.7086  9.9994
Si  6.1663  0.8351  20.5207
Si  0.2994  13.3958  19.3395
Si  4.0367  6.7458  10.5
Si  10.0604  9.051  21.5716
Si  3.5822  7.5787  18.9833
Si  8.5792  5.4692  19.3752
Si  5.0512  14.0818  19.0591
Si  0.0951  10.5903  14.5428
Si  6.0446  9.229  10.4899
Si  -2.5347  1.9636  12.9514
Si  4.772  10.2679  18.1152
Si  8.2173  0.1472  15.3337
Si  6.0747  3.6321  13.9993
Si  12.7271  7.394  21.2478
Si  -3.8167  8.7114  16.6928
Si  0.4336  2.3368  13.2015
Si  5.8654  6.6274  14.8448
Si  3.0958  6.3741  16.246
Si  6.9615  13.3972  16.5538
Si  1.3594  3.7724  10.7086
Si  7.8639  5.0933  10.2214
Si  1.0614  6.8188  11.5368
Si  7.4454  7.4673  12.354
Si  8.7604  2.5235  20.8023
Si  2.7222  12.7106  17.7668
Si  5.6516  5.902  20.4401
Si  5.6343  1.1819  9.969
Si  4.4523  3.7687  11.4784
Si  -0.6331  7.8687  13.6921
Si  -0.5817  8.8549  9.6841
Si  -1.3185  3.8309  17.056
Si  0.5344  8.3144  16.274
Si  -1.3931  8.2369  18.775
O  4.7194  3.6353  13.0896
O  9.3077  -0.8614  10.0812
O  1.8817  7.4338  16.2165
O  1.3387  3.3852  14.0714
O  8.1361  8.5031  17.9652
O  5.0331  4.6121  19.6991
O  0.8396  5.27  11.0905
O  2.1074  5.7948  21.4457
O  -0.0243  4.2392  16.1525
O  4.7074  5.348  11.0683
O  -1.3602  6.7679  19.5402
O  6.2349  7.3895  13.4469
O  3.6181  3.011  18.3204
O  5.777  9.578  17.0353
O  8.8932  7.3718  13.0725
O  5.4108  2.6096  10.7717
O  11.2375  7.9026  21.6715
O  6.2732  13.8433  17.9684
O  -3.6851  8.8698  11.5414
O  0.6241  2.6141  11.6036
O  7.4213  11.8276  16.5646
O  -0.7271  2.7225  18.1004
O  5.9145  2.6636  15.3084
O  10.2678  1.9015  20.54
O  4.7571  7.2077  20.0553
O  5.4165  -0.2186  10.8221
O  5.1661  2.115  20.3281
O  9.8349  11.2588  15.4468
O  -3.1459  11.6897  13.8779
O  3.7068  6.5025  17.7593
O  9.1665  4.2985  10.2981
O  7.3688  6.2281  11.2596
O  0.9571  14.8108  19.8942
O  3.7869  11.4716  17.5437
O  -3.0825  9.5045  15.4619
O  2.0972  7.6093  19.6702
O  7.3007  3.1727  13.0045
O  8.3639  3.2339  16.2016
O  -2.0343  16.0212  17.819
O  0.6339  6.9994  13.107
O  8.7092  4.0559  20.2018
O  7.141  6.0951  19.8121
O  -4.2594  7.2517  16.116
O  2.9247  3.4841  11.0835
O  2.5564  4.8729  15.9328
O  4.2591  6.7182  15.1449
O  11.0485  7.9757  10.8637
O  11.7905  11.7491  13.6754
O  5.7263  10.7133  19.3631
O  -0.1248  8.413  17.7564
O  2.6402  7.109  11.258
O  -0.4647  -1.4482  13.4526
O  1.9716  24.2007  16.415
O  7.6838  1.4151  20.2395
O  1.5144  12.3968  18.8614
O  -4.5739  5.0979  14.6332
O  -3.7413  1.0241  9.4395
O  9.7248  9.3274  19.9908
O  -5.9865  8.0598  10.7399
O  0.9929  9.777  15.6508
O  -1.145  2.5575  13.5498
O  3.7233  9.1205  18.5346
O  -0.6039  7.6281  15.3105
O  8.7276  1.3383  11.4903

Results
free energy: -50786.211 eV
free energy less fixed offsets of O -447.96, Si -113.29 eV per atom: 4.869 eV
gap between the highest filled and lowest empty level on this k mesh: 1.423 eV

The program warned: the cutoff lies below the one the program advises for these potential files; the model core charge is not resolved on the grid; the forces do not sum to zero within the program's tolerance; the exchange-correlation potential is rough where the density is thin.
